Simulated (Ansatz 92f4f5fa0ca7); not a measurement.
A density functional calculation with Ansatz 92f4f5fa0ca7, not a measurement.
Periodic cell of 224 atoms, Si134O86N4, from a study of silicon, its oxide and their interface. The atomic structure is a simulated model.
This geometry differs little from another in the collection (a relaxation step or a small displacement).

Settings: functional r2SCAN; potential files Ansatz PAW; basis plane waves; wave-function cutoff 800 eV; density cutoff ratio 5; exchange-correlation grid ratio 1; k mesh 1 x 1 x 1, shifted by 0.5 0.5 0 of a step; self-consistency stop 1e-10 eV per atom in the density residual; occupations fixed; spin none; net charge 0.

Cell vectors (angstrom)
a, 10.88, 0, 0
b, 0, 10.88, 0
c, 0, 0, 32.3105

Atoms and the computed forces on them: element, x, y, z (angstrom), force x, y, z (eV/angstrom)
Si, -0.2741, 0.2236, -0.0612, -0.001, 0.0028, 0.0033
Si, 2.8514, 2.5701, -0.0646, 0.024, -0.0081, 0.017
Si, -0.1208, 5.4422, -0.0633, -0.0073, -0.0108, -0.005
Si, 2.8204, 7.9383, 0.076, -0.0025, -0.0072, -0.0038
Si, 5.1635, 0.3767, -0.2317, 0.0019, 0.0322, 0.0203
Si, 8.3964, 2.5886, -0.1081, -0.002, -0.0076, -0.001
Si, 5.317, 5.9761, -0.0543, 0.0015, 0.0072, 0.0045
Si, 8.5981, 7.7083, 0.1953, -0.0161, -0.0157, 0.0054
Si, 1.35, 1.3555, 1.2467, -0.0012, -0.0016, -0.0025
Si, 4.156, 4.1783, 1.0934, -0.0031, 0.004, 0.0066
Si, 1.3706, 6.6663, 1.3254, -0.0025, 0.002, -0.0015
Si, 4.0983, 9.5863, 1.1383, -0.0015, 0.002, -0.0056
Si, 6.7685, 1.4081, 1.1568, -0.0031, 0.0084, -0.0058
Si, 9.5122, 4.0525, 1.3199, 0.0016, -0.0019, -0.0026
Si, 6.8676, 6.8132, 1.4758, 0.0047, -0.0044, -0.0064
Si, 9.5903, 9.4882, 1.2972, 0.0012, -0.0003, 0.0007
Si, 0.0061, 2.6982, 2.6395, -0.0031, -0.0053, -0.006
Si, 2.7389, -0.0013, 2.5767, 0.0018, 0.0082, -0.0034
Si, 0.051, 8.1157, 2.6547, 0.0011, 0.0023, -0.0037
Si, 2.7908, 5.3874, 2.6237, 0.011, -0.0054, -0.004
Si, 5.4496, 2.7777, 2.537, -0.0094, -0.0055, -0.0076
Si, 8.1235, 0.0005, 2.5504, 0.0013, -0.0015, -0.0033
Si, 5.4488, 8.2738, 2.623, 0.0004, -0.0022, -0.0024
Si, 8.1632, 5.3637, 2.736, -0.0027, 0.009, -0.0043
Si, 1.3879, 4.0588, 3.9773, 0.0003, 0.0021, 0.0019
Si, 4.0845, 1.3993, 3.91, 0.0034, 0.0008, -0.0055
Si, 1.4127, 9.5017, 3.9692, -0.002, -0.0008, 0.001
Si, 4.1021, 6.8298, 3.9404, -0.0085, 0.0036, 0.0008
Si, 6.7781, 4.0279, 4.0233, -0.0009, -0.001, -0.0038
Si, 9.4999, 1.3346, 3.9434, 0.0047, -0.004, 0.002
Si, 6.796, 9.586, 3.9938, 0.0004, 0.0001, 0.0006
Si, 9.5249, 6.7976, 4.0068, -0.002, -0.0018, -0.0001
Si, 0.0086, -0.0121, 5.2886, -0.0014, 0.0017, -0.0001
Si, 2.7293, 2.7047, 5.322, -0.0001, -0.001, -0.0003
Si, 0.0247, 5.4361, 5.3377, -0.0009, 0.0008, 0.0006
Si, 2.7455, 8.1519, 5.341, 0.0028, -0.0008, 0.0009
Si, 5.4278, 0.0556, 5.3299, -0.0022, 0.0011, 0.0013
Si, 8.1599, 2.6835, 5.3472, 0.0006, 0.0022, 0.001
Si, 5.4352, 5.4569, 5.3137, -0.0004, -0.0018, 0.0008
Si, 8.147, 8.182, 5.3233, 0.0004, -0.0006, -0.0011
Si, 1.3564, 1.3531, 6.6657, -0.0012, 0.0001, 0.0001
Si, 4.0632, 4.0972, 6.6635, 0, -0.0001, -0.0009
Si, 1.3642, 6.8108, 6.6996, 0.0005, 0.0001, -0.0006
Si, 4.0874, 9.5361, 6.6855, 0, 0.0002, -0.0011
Si, 6.7946, 1.3685, 6.7199, -0.0013, -0.0003, -0.0012
Si, 9.5151, 4.0802, 6.6808, 0.0002, 0.0001, -0.0011
Si, 6.7837, 6.8135, 6.6688, 0.0008, 0.0004, -0.0003
Si, 9.5277, 9.5334, 6.6601, 0.0001, -0.0007, 0.0002
Si, 0.0056, 2.7239, 8.0276, 0.0001, -0.0001, -0.0002
Si, 2.6944, -0.011, 8.0355, 0.0013, 0.0004, -0.0006
Si, -0.0217, 8.1779, 8.0323, -0.0012, -0.0001, 0.0002
Si, 2.7164, 5.4391, 8.043, -0.0003, 0, 0.0003
Si, 5.4173, 2.7537, 8.0309, -0.0001, 0.0006, -0.0003
Si, 8.1825, 0.0001, 8.0376, 0.0012, 0.0004, 0.0008
Si, 5.4397, 8.1638, 8.0435, -0.0012, 0, 0.0003
Si, 8.1398, 5.4623, 8.0202, 0.0002, -0.0021, -0.0008
Si, 1.3219, 4.1163, 9.3968, -0.0002, -0.0018, -0.0008
Si, 4.057, 1.3693, 9.3614, -0.0005, -0.0011, -0.0013
Si, 1.3259, 9.5215, 9.411, 0.0021, 0.0019, 0.0017
Si, 4.0674, 6.7989, 9.4026, 0.0014, 0.0004, 0.0001
Si, 6.7709, 4.118, 9.3819, -0.0012, 0.0007, -0.0003
Si, 9.5443, 1.3638, 9.3964, 0.001, 0.0002, 0.0002
Si, 6.8399, 9.502, 9.3783, -0.0004, -0.0027, -0.0013
Si, 9.4681, 6.8466, 9.381, -0.0011, 0.0026, 0.0005
Si, -0.0174, -0.0047, 10.8108, -0.005, -0.0004, -0.0023
Si, 2.6792, 2.7229, 10.7104, -0.0003, 0.0024, -0.0013
Si, -0.0719, 5.5073, 10.7265, 0.0023, -0.0021, -0.008
Si, 2.6586, 8.121, 10.7454, -0.0011, 0.0004, -0.0048
Si, 5.4643, -0.007, 10.6552, -0.0028, 0.0026, -0.0039
Si, 8.1603, 2.7538, 10.6821, -0.0002, -0.0004, -0.0089
Si, 5.4477, 5.4808, 10.7882, 0.0025, -0.0026, -0.0016
Si, 8.1628, 8.1874, 10.828, 0.0011, -0.0007, -0.0009
Si, 1.3546, 1.384, 12.1216, 0.0008, 0.0007, -0.0011
Si, 4.0416, 4.0718, 12.0387, -0.0008, 0.0014, 0.0023
Si, 1.2231, 6.8432, 12.1555, 0.0037, 0.0055, 0.0053
Si, 4.102, 9.494, 11.9594, 0.0019, -0.0018, -0.0003
Si, 6.8437, 1.3441, 11.9891, 0.0001, -0.0037, -0.001
Si, 9.4354, 4.1613, 12.055, -0.0054, -0.0029, -0.0034
Si, 6.7921, 6.8494, 12.2048, -0.0021, 0.006, -0.0012
Si, 9.5044, 9.5501, 12.2427, 0.0011, 0.0016, 0.0005
Si, -0.1044, 2.773, 13.3625, 0.0046, -0.0005, -0.0043
Si, 2.8425, -0.0055, 13.3195, 0.0011, 0.003, -0.0046
Si, -0.0299, 8.276, 13.7163, -0.0031, 0.0073, -0.0106
Si, 2.6, 5.3542, 13.3571, 0.0012, -0.0072, -0.0144
Si, 5.4582, 2.6803, 13.2698, -0.0031, -0.0003, -0.0056
Si, 8.0979, 0.0505, 13.5349, 0.0006, -0.0048, -0.0122
Si, 5.3639, 8.2234, 13.4877, -0.0009, -0.006, -0.0054
Si, 8.1404, 5.4851, 13.5783, -0.0016, 0.0057, 0.0008
Si, 1.0549, 4.2144, 14.7849, 0.0296, -0.0044, 0.0538
Si, 4.3983, 1.1424, 14.6659, -0.001, 0.0014, 0.0348
Si, 1.7987, 9.43, 14.7957, 0.0085, -0.0001, 0.0205
Si, 3.6917, 6.9713, 14.5895, 0.0064, 0.0032, 0.0321
Si, 6.8594, 3.8387, 14.688, -0.0133, -0.0008, 0.0329
Si, 9.1975, 1.7512, 14.7558, -0.0017, -0.0092, 0.0361
Si, 6.4953, 9.8093, 14.8493, 0.0022, 0.0059, 0.0265
Si, 9.7784, 6.5433, 14.9667, -0.0038, 0.0094, 0.033
Si, 2.7124, 2.7507, 16.8902, 0.0047, -0.0005, -0.0028
Si, 2.2627, 10.7976, 17.629, 0.0013, 0.0023, 0.007
Si, 10.3818, 9.6786, 18.8378, -0.0004, -0.0029, 0.0014
Si, 4.7858, 4.974, 16.795, -0.0037, 0.0053, 0.0066
Si, 5.373, 11.1067, 17.4248, -0.0011, 0.0009, 0.013
Si, 6.6831, 6.3933, 18.7387, -0.0017, 0.0013, -0.0023
Si, 7.688, 9.1091, 17.5166, -0.0007, -0.0014, 0.0036
Si, 10.0178, 24.4427, 22.481, -0.0037, 0.0012, -0.0127
Si, 9.6216, 12.4894, 19.7064, -0.0009, 0.0003, 0.0025
Si, 6.4366, 13.0321, 19.5044, -0.0006, -0.0009, -0.0046
Si, 8.3209, 13.5413, 29.1291, -0.0005, 0.0015, -0.0146
Si, 10.2208, 17.7526, 20.3026, -0.0002, -0.0003, -0.0056
Si, -2.3476, 16.1748, 22.1322, -0.0054, -0.0034, -0.0061
Si, 6.0039, 12.054, 22.173, 0.001, 0.0007, -0.0102
Si, 8.3748, 11.5092, 23.8314, 0.001, 0.0014, -0.0111
Si, 16.7704, 4.9372, 21.0668, 0.002, 0.0024, -0.0059
Si, 10.8288, 17.4905, 23.2223, 0.0013, -0.0024, -0.0094
Si, -0.2625, 2.8338, 17.0816, 0.0008, -0.0055, 0.0062
Si, 5.6292, 9.4136, 26.9081, 0.002, 0.0022, -0.0168
Si, 4.8956, 14.1345, 25.8575, 0.0021, -0.0016, -0.0167
Si, -1.511, 5.5642, 17.7545, -0.0035, 0.0029, 0.0101
Si, 6.6777, 10.1312, 29.5391, 0.0024, -0.0015, -0.0211
Si, 6.9284, 7.3685, 30.0151, -0.0013, 0.002, -0.018
Si, 5.4498, 12.6549, 29.4405, -0.0026, 0.0026, -0.0086
Si, 5.6737, 11.4106, 24.7561, 0.0033, 0.0028, -0.0151
Si, 4.4, 14.7031, 23.1087, 0.0028, -0.0006, -0.0147
Si, 13.0126, 4.1608, 27.0032, -0.0018, -0.0034, -0.0174
Si, 5.669, 15.6517, 29.5429, 0.0014, -0.0023, -0.0118
Si, 1.459, 4.1778, 24.0251, -0.0008, 0.0013, -0.0148
Si, 3.241, 16.9939, 28.6201, -0.0005, -0.0034, -0.0099
Si, 9.825, 8.9229, 25.1241, -0.0017, 0.0013, -0.0171
Si, 11.5379, 20.8234, 27.4495, -0.0001, 0.0011, -0.0173
Si, 1.5235, 4.1543, 29.9482, 0.0038, -0.0011, -0.0214
Si, 7.5126, 4.3432, 27.2364, -0.0015, -0.0006, -0.0167
Si, -1.2018, 10.9555, 29.5339, -0.0016, 0.0064, -0.0156
Si, 2.3313, 19.6125, 29.5488, 0.0014, -0.0014, -0.0137
Si, 7.6881, 7.2852, 27.0019, 0.0039, 0.0004, -0.0126
Si, 3.3222, 21.7676, 28.1721, 0.0019, 0.0051, -0.0145
O, -0.0934, -0.2801, 30.6849, 0.0045, 0.0002, 0.0097
O, -1.4069, 1.3771, -0.2566, 0.0049, -0.0058, -0.0023
O, 3.949, 1.443, -0.4561, -0.014, -0.0328, -0.0491
O, 2.1411, 2.9509, 30.8223, -0.0058, 0.0051, 0.0157
O, 1.3253, 14.7714, 25.6286, 0.0028, 0.0012, 0.0121
O, -6.8141, 6.9801, 31.9527, 0.0031, 0.0099, -0.0096
O, 1.1451, 8.7403, 28.4405, 0.0029, -0.0008, 0.0056
O, 7.0448, 15.5029, 28.7565, -0.0024, 0.0023, 0.0103
N, 5.7538, 0.3892, 30.442, 0.0002, -0.01, 0.0185
O, 8.1132, 3.2028, 30.6938, -0.0011, 0.0006, 0.0086
O, 9.7121, 6.6473, 31.9588, 0.0134, 0.0191, -0.0067
O, 7.8809, 8.0315, 31.1131, -0.0021, 0.0013, 0.0074
O, 8.7989, 19.0224, 26.1553, -0.0033, -0.0029, 0.0078
O, 6.9115, 1.9219, 28.7308, 0.0002, 0.0006, 0.007
O, 0.1831, 5.5526, 15.1019, -0.0264, -0.0252, -0.0551
O, 3.5461, 2.054, 15.7032, -0.0086, 0.0052, -0.0105
O, 2.2605, 1.5376, 17.8895, -0.0004, -0.001, -0.0035
O, 1.7783, 10.3849, 16.1309, -0.0031, -0.0036, -0.0093
O, -0.9019, 12.4826, 16.2044, -0.0011, 0.0039, -0.0121
O, 2.7178, 8.137, 15.2076, -0.0038, 0.0027, -0.0114
O, 4.0425, 6.0101, 15.8341, -0.0045, -0.0067, -0.0084
O, 5.4119, 5.9564, 17.8787, -0.0001, -0.0009, -0.0105
O, 7.9057, 5.3876, 18.4136, 0.0035, -0.0011, -0.003
O, 9.6913, 10.8957, 19.5994, -0.0008, 0.0065, -0.0061
N, 5.4563, 11.0075, 15.6641, 0.0012, -0.0007, -0.0183
O, 7.3314, 8.9033, 15.9444, -0.002, -0.0023, -0.0077
O, 11.9559, 10.0565, 18.5061, 0.0002, -0.0016, -0.0019
N, 1.2279, 3.3737, 16.3377, 0.0002, 0.0065, -0.0071
O, -2.9222, 2.7354, 15.1681, 0.0042, 0.0086, -0.0302
O, -4.89, 15.114, 16.0123, 0.0064, 0.0002, -0.0139
O, -0.5406, 8.4013, 19.8238, -0.0028, -0.001, 0.0026
O, 11.1839, 17.6251, 21.6194, 0.0016, -0.0001, 0.0071
O, 6.6541, 10.2759, 17.9903, 0.0006, 0.0005, -0.0066
O, 9.2932, 9.3973, 17.6318, 0.0003, -0.001, -0.0028
O, 14.7607, 10.4886, 17.8475, 0, -0.0002, -0.004
O, 14.5848, 14.8098, 17.4322, 0.0019, -0.0051, 0.003
O, 7.2582, 7.8603, 18.4335, 0.002, 0.0012, 0.0017
O, 5.41, 2.627, 22.6396, -0.0005, 0.0014, 0.0044
O, 10.431, 5.9745, 18.9415, -0.0001, -0.0007, -0.0039
O, 5.675, 12.5919, 18.109, 0.0011, 0.0007, 0.0009
O, 13.708, 14.4646, 23.3918, -0.0022, -0.0016, 0.0033
O, 8.0667, 23.8169, 19.467, 0.001, -0.0005, 0.0002
O, 7.5847, 11.6417, 22.3898, 0.0026, -0.0012, 0.0041
O, 4.4837, 15.7463, 21.8695, -0.0013, -0.0001, 0.0071
O, 9.0182, 20.9723, 24.3074, 0.0014, -0.0049, 0.0067
O, -1.1963, 15.0316, 17.0588, -0.0007, -0.0013, -0.0052
O, 4.2281, 12.2149, 28.4317, 0.0013, 0.0011, 0.0075
O, 7.2111, 11.9481, 24.8687, -0.0013, 0.0001, 0.0043
O, 6.0841, 3.6659, 20.0362, -0.0008, 0.0013, 0.0027
O, 15.6458, 12.5618, 25.4326, -0.0008, 0.0017, 0.0055
O, 8.9955, 14.6559, 21.8808, 0.0017, -0.0023, 0.0027
O, 6.9498, 16.0005, 22.2961, 0.0016, 0.0001, 0.0029
O, -0.5572, 12.7271, 21.1477, -0.0037, 0.0011, 0.009
O, 5.2224, 21.9741, 23.2147, -0.0004, -0.0002, 0.007
O, 12.0661, 16.6565, 23.8578, 0.0028, -0.0017, 0.0036
O, 6.3273, 14.4006, 26.5361, 0.0058, 0.0045, 0.0082
O, 13.8726, 10.2098, 29.6148, 0.0015, 0, 0.0075
O, 9.5596, 12.54, 29.3303, 0.0002, 0.0018, 0.0027
O, 9.5212, 12.6257, 23.7056, -0.0009, -0.0036, 0.0028
O, 10.5923, 2.3275, 18.6174, 0.0017, 0.0017, -0.0019
O, 9.3101, 6.6807, 16.551, 0.0077, 0.0003, -0.0095
O, 6.5797, 21.1472, 27.9121, -0.0011, 0.0017, 0.0098
O, 5.8062, 11.9748, 20.5835, 0.0001, -0.0012, 0.0033
O, 1.3684, -7.221, 28.3824, 0.0003, 0.0013, 0.0107
O, -4.6934, 7.8937, 26.7784, 0.0007, 0.0014, 0.0073
O, 8.7989, 17.2229, 20.9055, 0, -0.0026, 0.0038
O, 7.8155, 16.6206, 26.4876, -0.001, -0.0003, 0.0075
O, 4.9224, 15.137, 24.5778, -0.0009, -0.0022, 0.0115
O, 4.1068, -1.1514, 27.3477, -0.0035, 0.003, 0.004
O, 8.7745, 14.312, 27.7206, -0.0032, -0.002, 0.0077
O, 6.0822, 6.2955, 20.229, -0.0003, -0.0036, 0.002
O, 11.0949, 9.4924, 25.9667, 0.0022, 0.0038, 0.0096
O, 5.6692, 9.9638, 25.41, 0.0026, -0.006, 0.0098
O, 12.7535, 11.0583, 27.4209, 0.0014, -0.0001, 0.0063
O, 10.1602, 10.4408, 28.0975, -0.0019, -0.0014, 0.0112
O, 14.2666, 7.6555, 28.9651, 0.0001, 0.0039, 0.0034
O, 14.4839, 14.3818, 26.7976, -0.0028, 0.0008, 0.0067
O, 9.3996, 16.7065, 23.3855, 0.0025, 0.0009, 0.0043
N, 6.1012, 16.8377, 30.6874, -0.0007, 0.0021, 0.0093
O, 11.2589, 14.3102, 23.1273, 0.0019, 0.0012, 0.0044
O, 7.8185, 7.2218, 28.6384, 0.0001, 0.0017, 0.0147
O, 16.0146, 3.2948, 30.0181, 0.0033, 0.0027, 0.003
O, 5.9692, 8.6735, 29.7949, 0.0037, -0.0038, 0.0039
O, 13.2654, 16.6369, 27.2862, 0.0044, 0.0042, 0.0073
O, 1.9371, 8.3394, 31.0585, 0.0003, -0.0021, 0.0088
O, -2.6362, 21.1912, 29.9046, -0.0001, 0.0003, 0.0064
O, 2.5616, 5.3961, 29.9104, -0.0037, -0.0004, 0.0028
O, 4.6974, 16.3322, 28.4455, -0.0035, -0.0035, 0.0062
O, 10.5452, 18.8719, 24.0032, -0.002, 0.0031, 0.0072
O, 0.2451, 4.7258, 30.7933, -0.0113, 0.0111, 0.0085

Results
free energy: -136302.795 eV
free energy less fixed offsets of N -386.36, O -570.45, Si -639.56 eV per atom: 2.385 eV

The program warned: the cutoff lies below the one the program advises for these potential files; the forces do not sum to zero within the program's tolerance; empty levels may hold ghost states of the PAW files; the exchange-correlation potential is rough where the density is thin.
